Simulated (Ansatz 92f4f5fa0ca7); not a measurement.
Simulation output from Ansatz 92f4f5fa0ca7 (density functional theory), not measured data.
Periodic cell of 272 atoms, Si165O105B2, from a study of silicon, its oxide and their interface. The atomic structure is a simulated model.
Doubt: the cutoff is far below the 930 eV that the study's wrapper takes by default for these files, so forces and energies are approximate.

Settings: functional PBE; potential files Ansatz PAW; basis plane waves; wave-function cutoff 580 eV; density cutoff ratio 5; exchange-correlation grid ratio 1; k mesh 1 x 1 x 1, Gamma-centred; self-consistency stop 5e-08 eV per atom in the density residual; occupations fixed; spin none; net charge 0.

Cell vectors (angstrom)
a  11.6015  0  0
b  0  13.3963  0
c  0  0  29.8085

Atoms: element, x, y, z (angstrom)
Si  11.5328  0.1757  22.9293
Si  3.9018  0.1476  23.043
Si  7.653  0.1126  23.149
Si  2.0629  3.4476  22.895
Si  5.8991  3.6727  23.0136
Si  9.7493  3.5248  23.037
Si  11.6523  6.8476  23.0801
Si  3.9447  7.0272  23.1856
Si  7.7729  6.8875  23.282
Si  2.0266  10.2327  23.262
Si  5.8482  10.0888  23.2964
Si  9.8359  10.0776  23.2398
Si  11.6886  2.382  23.7652
Si  3.9908  2.3969  23.7648
Si  7.7823  2.4017  23.7854
Si  2.0221  5.6983  23.7073
Si  5.8158  5.7955  23.9976
Si  9.7264  5.7185  23.9018
Si  11.746  9.0163  24.0306
Si  3.8979  9.1266  24.1806
Si  7.8393  9.0877  24.0399
Si  1.9  12.5021  23.8148
Si  5.7637  12.3643  23.9303
Si  9.6661  12.3875  23.7955
Si  11.6367  2.2919  26.1771
Si  3.909  2.3028  26.1766
Si  7.7527  2.3054  26.1907
Si  1.9706  5.6153  26.1472
Si  5.8063  5.6522  26.3299
Si  9.7009  5.6294  26.2656
Si  11.6606  8.9702  26.3539
Si  3.8782  9.007  26.4654
Si  7.7867  9.0036  26.3617
Si  1.9163  12.3812  26.2125
Si  5.7911  12.3243  26.2873
Si  9.6771  12.3407  26.1962
Si  1.9625  1.193  27.0208
Si  5.8215  1.1769  27.0233
Si  9.6882  1.1749  27.0038
Si  11.6417  4.505  27.0165
Si  3.8725  4.5041  27.0397
Si  7.7526  4.5132  27.047
Si  1.9593  7.8055  27.08
Si  5.8399  7.8794  27.0931
Si  9.7097  7.8474  27.0756
Si  11.6069  11.232  27.0408
Si  3.8394  11.2616  27.078
Si  7.7539  11.2398  27.0623
Si  1.9336  1.1164  29.4135
Si  5.8008  1.1164  29.4135
Si  9.6679  1.1164  29.4135
Si  0  4.4654  29.4135
Si  3.8672  4.4654  29.4135
Si  7.7343  4.4654  29.4135
Si  1.9336  7.8145  29.4135
Si  5.8008  7.8145  29.4135
Si  9.6679  7.8145  29.4135
Si  0  11.1635  29.4135
Si  3.8672  11.1635  29.4135
Si  7.7343  11.1635  29.4135
Si  0  0  0.3944
Si  3.8672  0  0.3944
Si  7.7343  0  0.3944
Si  1.9336  3.3491  0.3944
Si  5.8008  3.3491  0.3944
Si  9.6679  3.3491  0.3944
Si  0  6.6981  0.3944
Si  3.8672  6.6981  0.3944
Si  7.7343  6.6981  0.3944
Si  1.9336  10.0472  0.3944
Si  5.8008  10.0472  0.3944
Si  9.6679  10.0472  0.3944
Si  11.5472  -0.0526  2.7489
Si  3.8206  -0.0675  2.7814
Si  7.673  -0.0865  2.7486
Si  1.9286  3.2793  2.736
Si  5.7635  3.2783  2.7796
Si  9.6245  3.3084  2.7423
Si  11.5824  6.6403  2.7548
Si  3.8688  6.6223  2.7388
Si  7.7344  6.6593  2.7809
Si  1.9138  9.9891  2.7612
Si  5.8227  10.0259  2.7729
Si  9.6678  9.9695  2.7595
Si  11.5654  2.1998  3.4533
Si  3.8244  2.1351  3.5973
Si  7.7034  2.1278  3.4954
Si  1.9114  5.5011  3.4847
Si  5.8034  5.5266  3.5573
Si  9.6625  5.5176  3.5736
Si  11.5952  8.8558  3.5851
Si  3.8898  8.8682  3.4417
Si  7.739  8.8894  3.616
Si  1.8572  12.2171  3.5624
Si  5.7443  12.2377  3.6635
Si  9.6102  12.193  3.5125
Si  11.4876  2.1535  5.7737
Si  3.8841  1.9236  6.0111
Si  7.4778  1.8823  5.8392
Si  1.9217  5.3649  5.8226
Si  5.7974  5.4767  5.9277
Si  9.6194  5.3697  5.9496
Si  11.5946  8.7205  5.9742
Si  3.9087  8.8206  5.7607
Si  7.7549  8.8763  6.0256
Si  1.7456  12.1153  5.9429
Si  5.6827  12.2962  6.1491
Si  9.5763  12.1014  5.8677
Si  1.6777  0.9454  6.719
B  5.6725  0.9302  6.139
Si  9.5954  0.9338  6.5769
Si  11.6041  4.3014  6.7446
Si  3.8784  4.2373  6.5571
Si  7.6605  4.1306  6.528
Si  2.0373  7.6095  6.518
Si  5.8115  7.7483  6.7233
Si  9.6549  7.5957  6.7635
Si  11.4068  10.9304  6.7957
Si  3.6875  10.9957  6.6402
Si  7.6736  11.1282  6.8874
O  9.8139  7.4849  8.4245
O  9.9171  0.8217  8.2189
O  1.0702  0.9183  8.3082
O  3.287  10.6156  8.2028
O  5.7908  7.8683  8.3912
O  3.8161  4.1995  8.2102
O  7.7343  3.7725  8.1478
O  0.1538  4.25  8.4147
O  11.0635  10.8864  8.4428
O  7.9033  11.1847  8.5588
O  2.3583  7.5035  8.1254
O  11.3925  0.2015  21.2542
O  9.7451  3.6221  21.3727
O  4.1256  7.5369  21.5985
O  6.0127  4.1497  21.3986
O  5.7363  9.7449  21.6619
O  2.142  3.3732  21.2149
O  7.3344  13.4408  21.5105
O  4.0001  0.1443  21.3814
O  7.6685  6.9927  21.6402
O  2.1193  10.172  21.6146
O  11.5327  6.9508  21.4195
O  10.1557  9.6386  21.6516
Si  11.652  6.4217  11.3341
Si  1.5478  10.3254  16.3114
Si  0.3034  3.6426  9.9311
Si  8.061  12.8422  20.1894
Si  2.9238  10.4436  9.7689
Si  2.555  10.3848  20.07
Si  10.3396  3.6821  19.8544
Si  0.2586  12.7848  17.1502
Si  10.7911  0.6798  19.8018
Si  3.1929  7.7387  16.2646
Si  0.3185  6.4629  19.9189
Si  9.4175  2.5695  14.3996
Si  3.0143  2.4802  11.0981
Si  5.1156  11.9906  15.3538
Si  4.923  8.6696  20.7178
Si  3.6387  -0.5312  11.4822
Si  5.6016  8.8924  14.814
Si  -0.1402  11.294  9.9874
Si  9.4315  10.0078  20.2414
Si  3.4451  0.0399  19.8504
Si  7.4449  4.4248  9.5936
Si  2.2721  12.305  14.2092
B  6.2904  0.0221  11.3799
Si  2.7922  2.8899  19.777
Si  5.7458  4.4388  13.755
Si  7.4794  0.2266  15.6391
Si  9.628  11.3616  15.2241
Si  2.0353  6.517  13.5788
Si  2.8806  3.4924  14.0719
Si  11.6734  9.145  18.4494
Si  11.2521  0.8648  9.1703
Si  9.1253  7.0877  9.8484
Si  8.7026  8.5774  14.5926
Si  4.8147  7.1151  12.384
Si  2.9744  5.6149  18.7751
Si  2.5831  7.3814  9.7124
Si  6.297  8.3588  9.8661
Si  4.3682  4.7042  9.6414
Si  9.4068  10.5056  12.2943
Si  5.9302  13.0159  17.9857
Si  7.978  4.9411  18.4114
Si  8.3301  5.4503  15.2768
Si  7.1997  11.1832  10.0465
Si  5.3851  4.1877  19.8877
Si  0.7979  1.4888  15.1438
Si  7.5267  7.5282  20.1238
Si  7.5835  2.4697  12.0865
O  3.4972  6.0408  10.0326
O  1.9873  2.6246  15.1389
O  -0.3201  12.9278  10.1309
O  8.33  8.9009  19.8583
O  2.4094  1.3027  19.5346
O  8.1507  5.4002  16.8776
O  2.7261  11.9736  19.7188
O  7.1784  8.7799  15.1278
O  1.227  0.1648  14.2802
O  4.4281  3.8277  14.5443
O  4.3007  3.401  10.652
O  10.9727  2.1128  14.6245
O  11.4861  4.8119  11.0036
O  10.849  12.0342  16.0846
O  8.966  6.9327  14.8052
O  1.831  3.2104  10.2697
O  8.5462  5.577  9.85
O  11.128  2.272  19.5417
O  5.4532  7.5327  10.9616
O  11.3891  7.5691  18.8177
O  7.8984  8.1205  10.1057
O  10.2205  7.1572  11.0559
O  9.2566  4.1454  14.8687
O  8.8174  11.4649  20.5564
O  10.6444  10.5299  11.2011
O  8.3722  12.2545  15.7694
O  4.4364  2.8634  19.8215
O  4.649  0.2207  18.769
O  10.4461  10.0732  18.9776
O  6.8044  0.6821  17.0764
O  0.5625  6.7132  12.8739
O  1.1211  7.1202  10.345
O  3.1781  7.1017  12.5525
O  3.9289  9.5483  19.776
O  6.8158  5.221  14.6994
O  0.6123  0.9095  16.6583
O  1.5444  11.7499  17.161
O  5.3804  8.2829  13.3388
O  2.6741  12.2557  12.6402
O  6.4602  3.1695  13.0414
O  2.7846  9.2927  16.634
O  5.9774  7.8817  19.7564
O  1.9394  6.3807  19.7737
O  1.4162  9.6728  19.1801
O  9.4952  9.7331  15.4923
O  3.1612  8.8623  10.1914
O  9.0214  9.0517  13.0261
O  2.2183  7.2795  15.0156
O  9.1273  3.8537  18.7879
O  4.7664  7.9276  15.8483
O  7.2347  0.9154  11.7936
O  8.1331  6.3354  19.2241
O  5.954  5.0807  9.5918
O  6.9637  -0.9713  19.0818
O  11.0737  2.2341  10.0691
O  9.0474  2.5167  12.8093
O  9.7438  11.5173  13.5703
O  6.5595  4.2063  18.7612
O  6.0919  9.9721  10.0278
O  1.3945  10.816  10.159
O  5.1822  10.4723  14.7547
O  1.6246  10.8596  14.7355
O  11.3497  13.0349  18.6735
O  5.3896  11.856  16.9669
O  8.1439  10.988  11.3734
O  11.305  4.9804  19.6488
O  8.368  1.5065  15.1297
O  2.429  4.0365  18.6208
O  3.8248  11.6044  10.4769
O  9.1569  0.5584  19.7222
O  2.8616  2.5991  12.7107
O  3.6248  12.5967  15.0823
O  7.6436  3.2552  10.6793
O  5.1061  -0.0947  12.0652
O  4.4189  5.4756  19.5367
O  6.2008  13.0784  14.7346
O  3.0861  6.5552  17.4166
O  3.0844  0.8653  10.7782
O  0.2678  9.4139  16.8375
O  5.282  5.578  12.6808
O  2.1545  4.9173  13.8197
O  6.5269  12.6489  10.258

Results
free energy: -164915.916 eV
free energy less fixed offsets of B -154.04, O -568.88, Si -635.61 eV per atom: 0.214 eV

Forces (eV/angstrom), in the order of the atoms: element, x, y, z
Si  -0.0004  0.0007  -0.0004
Si  -0.0004  0.0005  -0.0014
Si  0.0016  0.0006  -0.0021
Si  -0.0021  0.0002  -0.0007
Si  -0.0023  0.0032  -0.0005
Si  -0.0004  0.0023  -0.0008
Si  -0.0001  0.0022  -0.0008
Si  0.0008  -0.0001  -0.0018
Si  0.0028  -0.0014  -0.0034
Si  0.0003  -0.0022  -0.0023
Si  -0.0012  -0.0024  -0.0008
Si  -0.001  -0.0002  -0.0016
Si  0.0009  0.001  -0.001
Si  0.0018  0.0006  -0.0001
Si  -0.0008  -0.0008  -0.0001
Si  0.0012  -0.0008  0.0018
Si  0.0004  -0.001  -0.0009
Si  0.0019  -0.0007  0.0001
Si  -0.0006  -0.0007  0.0002
Si  0.0015  0.001  0.0003
Si  0.0012  0.0016  0.0011
Si  0.0011  0.0005  -0.0006
Si  0.0012  0.0001  -0.0002
Si  -0.0002  -0.0005  -0.0011
Si  -0.0012  -0.0004  0.0004
Si  -0.0012  0.0014  0.001
Si  0.0006  0.0009  0.0007
Si  -0.001  -0.0001  0.0004
Si  0.0002  0.0004  0.0011
Si  0.0001  -0.0001  0.0001
Si  0.0003  -0.0002  0.0013
Si  -0.0005  -0.0015  -0.0013
Si  -0.0005  -0.0018  0.0013
Si  -0.0003  0.0005  0.0008
Si  0.0001  0.0004  0.0017
Si  -0.0004  0.0009  0.0004
Si  0.0009  0.0001  0
Si  -0.0006  -0.0001  -0.002
Si  0.0011  -0.0009  0.0004
Si  0.0015  0.0005  0.0005
Si  0.0005  -0.0012  0.0003
Si  -0.0002  -0.0002  0.0003
Si  0.0012  0.0009  0.0002
Si  0.0012  -0.0003  0.0021
Si  -0.0012  0  0.0005
Si  0.0004  -0.0002  0.0005
Si  -0.0011  -0.0005  -0.0008
Si  0.0014  0.0008  -0.0012
Si  0.0658  0.1797  -0.1615
Si  0.0552  0.131  -0.1227
Si  0.0724  0.1011  -0.2294
Si  0.1231  0.0475  -0.1377
Si  -0.0817  0.0253  -0.1117
Si  0.078  0.0084  0.0287
Si  0.0054  -0.1855  0.2942
Si  0.0931  -0.0075  0.4585
Si  0.0739  -0.0104  0.1828
Si  0.0048  0.1666  -0.0431
Si  -0.0957  0.2839  0.2885
Si  0.0344  0.1989  0.0418
Si  -0.0802  -0.1333  -0.1328
Si  -0.0413  -0.1818  0.1646
Si  -0.1553  -0.2385  -0.1146
Si  0.0934  -0.1421  -0.1659
Si  -0.1131  -0.0817  0.0655
Si  -0.1408  -0.0219  -0.2002
Si  -0.075  -0.0021  0.0144
Si  -0.013  -0.1284  -0.1423
Si  0.0195  0.0291  0.164
Si  -0.0765  -0.0282  -0.0668
Si  0.148  0.0894  0.0175
Si  -0.0154  -0.1593  -0.0478
Si  -0.0011  -0.0016  0.0029
Si  0.0006  -0.0028  0.0017
Si  -0.0006  0.0005  0.0026
Si  -0.0016  0.0021  0.0035
Si  -0.0001  0.0041  0.0032
Si  0.0043  0.0041  0.0006
Si  0.0003  -0.0012  -0.0028
Si  0.001  0.0022  -0.0009
Si  0.0019  0.0034  -0.0053
Si  0.005  0.0017  0.0012
Si  -0.0017  -0.0016  -0.0018
Si  -0.0006  -0.0011  0.0006
Si  0.0003  -0.0067  0.0038
Si  0.003  -0.0017  -0.0108
Si  0.0006  0.0004  -0.0127
Si  0.0027  0.0044  0.0067
Si  -0.0029  -0.0034  0.0079
Si  0.0027  0.0031  0.0007
Si  -0.0007  0.0031  0.0005
Si  -0.0004  -0.0013  0.0011
Si  0.0009  -0.0011  0.0048
Si  -0.0035  -0.003  -0.0002
Si  0.0039  0.0002  -0.0076
Si  0.0026  -0.002  0.0039
Si  0.002  0.0056  0.0038
Si  -0.0045  -0.0002  -0.0026
Si  -0.0003  -0.0006  0.0084
Si  -0.0005  -0.0013  -0.0011
Si  -0.0015  -0.0039  0.0067
Si  0.0076  -0.0032  -0.0134
Si  -0.0006  0  0.0066
Si  -0.0027  0.0035  0.0016
Si  0.0032  0.01  0.0048
Si  -0.0052  -0.0037  0.009
Si  0.0055  0.008  0.004
Si  -0.0081  0.0027  0.0007
Si  0.0012  0.0018  -0.0071
B  0.0063  -0.002  -0.0014
Si  -0.0012  -0.0019  -0.0085
Si  0.0006  -0.0013  -0.004
Si  -0.01  0.0035  -0.0154
Si  -0.006  0.0036  -0.0769
Si  0.0068  -0.006  -0.012
Si  0.0025  -0.0018  -0.0078
Si  -0.0197  -0.0127  -0.0437
Si  0.0087  0.0077  -0.0078
Si  -0.004  0.0002  -0.0071
Si  -0.0016  -0.0027  0.0088
O  0.0337  0.0096  -0.0076
O  0.0056  0.0035  0.0079
O  -0.0083  0.0009  0.0073
O  -0.0055  -0.0055  0.0072
O  -0.0038  -0.0014  0.0083
O  -0.0027  -0.0004  -0.0152
O  0.0168  -0.0415  -0.003
O  0.0021  0.0004  0.0127
O  0.0016  -0.0054  -0.0004
O  -0.0072  -0.0002  -0.0065
O  0.0012  0.0046  -0.0091
O  0.0004  -0.0011  0.0017
O  -0.0004  -0.0009  0.0026
O  0  0  0.0003
O  0.0007  -0.0004  0.0013
O  0  0.0014  0.0003
O  0.0007  -0.0002  0
O  -0.0006  0.0004  0.0025
O  0.0004  0.0002  0.0028
O  0.0022  0.0015  0.0032
O  -0.0009  0.0007  0.0033
O  0.0005  -0.0005  -0.0009
O  0.0001  -0.0004  0.0008
Si  -0.0127  0.0049  0.0026
Si  -0.0013  -0.0004  0.0019
Si  -0.0074  -0.0005  -0.0052
Si  0.0017  -0.0009  -0.0012
Si  -0.0014  0.0053  -0.0082
Si  0.0008  -0.0009  -0.0011
Si  0.0013  0.0001  -0.0004
Si  0.0007  -0.0018  0.0022
Si  -0.0002  0.0009  0.0002
Si  -0.0011  0.0009  0.0017
Si  0  0.0016  0.0001
Si  -0.0015  -0.0001  -0.0003
Si  0.0073  0.001  0.004
Si  -0.0012  0.0017  0.0006
Si  0.0015  -0.0009  -0.0003
Si  0.0103  0.0019  0.0043
Si  -0.0001  0.0005  0.0017
Si  -0.0005  0.0011  0.0087
Si  0.0025  0.0022  0.0032
Si  -0.0009  -0.0005  -0.0012
Si  -0.0018  0.0043  0.0694
Si  0.0029  -0.001  0.002
B  -0.0059  0.0107  0.0244
Si  -0.0002  0.0006  0.0002
Si  0.0003  0.0021  -0.0034
Si  -0.0011  -0.0027  0.0002
Si  -0.0013  0.002  0.0004
Si  -0.0053  0.0026  -0.0008
Si  -0.003  -0.0015  -0.0025
Si  -0.0037  -0.0012  0.0009
Si  0.0014  -0.0005  -0.0046
Si  -0.0144  0.0058  0.0482
Si  0.0004  0.0032  0.0008
Si  0.002  0.0039  -0.0012
Si  -0.0005  0.0002  0.0025
Si  -0.001  0.006  0.0156
Si  0.0082  -0.0031  0.004
Si  0.0081  -0.001  0.0094
Si  -0.002  0.0018  -0.0027
Si  0  -0.0002  0.0001
Si  -0.0004  0.0006  0.0029
Si  0.0026  0.0027  0.0001
Si  0.0007  0.0216  -0.0007
Si  -0.0002  -0.0005  -0.0003
Si  0.001  -0.0012  0.0016
Si  -0.0024  -0.0009  -0.0007
Si  0.0047  0.0014  -0.0319
O  0.0037  -0.001  0.0041
O  0.0004  0.0016  -0.0005
O  0.0005  -0.0033  0.0012
O  -0.0012  -0.0025  -0.0014
O  0.0004  -0.0002  -0.0006
O  0.0002  0.0005  -0.0036
O  0.0004  0.0011  -0.0005
O  0  -0.0009  0.0001
O  -0.0001  0.0007  -0.0013
O  0.0011  0.0008  0
O  0.0034  0.0038  0.0028
O  -0.0012  0.0013  -0.0014
O  0.0021  0.0019  -0.0025
O  -0.0012  -0.0005  -0.0024
O  -0.0005  0.0004  0.0006
O  0.0001  0.0028  -0.0026
O  0.007  -0.0107  -0.0169
O  0.0007  0.0001  -0.0003
O  -0.0035  0.0012  0.0016
O  0.0006  0  0.0007
O  -0.0188  0.006  0.0024
O  0.0106  -0.002  0.0016
O  0.0009  -0.0023  -0.0028
O  -0.0009  0.002  0.0005
O  0.0024  0.0045  0.0006
O  0.0004  0.0001  -0.0008
O  0.0002  -0.0004  -0.0003
O  -0.0002  -0.0007  0.0007
O  0.0035  0.0009  -0.004
O  0.0004  0.0003  -0.0017
O  0.0022  -0.0007  -0.0002
O  -0.0051  -0.0024  -0.0018
O  0.0027  0.0015  -0.0027
O  -0.0003  0  -0.0004
O  -0.0022  -0.0004  0.0004
O  -0.0001  0.0021  -0.0036
O  -0.0003  0.0018  -0.0023
O  0.0013  -0.0016  -0.0007
O  -0.001  -0.0013  -0.0013
O  -0.0009  0.0015  -0.0027
O  0.0018  -0.0005  -0.0015
O  -0.0008  -0.0006  0.0007
O  0.001  0  -0.0005
O  0.0032  0.001  -0.0005
O  -0.0001  -0.0012  -0.0004
O  0.0035  0.0001  -0.001
O  -0.0006  0.0012  -0.001
O  -0.0004  -0.0008  -0.0007
O  0.0006  0.0003  -0.001
O  0.0014  -0.0005  -0.0023
O  0.005  0.0176  -0.005
O  0.0005  -0.001  -0.0002
O  -0.0297  0.0158  0.0138
O  -0.0007  0.0009  -0.0006
O  -0.0021  0.0025  0.003
O  -0.0059  -0.0028  -0.0024
O  -0.0002  0.0005  -0.0016
O  0.0014  -0.0002  -0.001
O  -0.0027  -0.0027  -0.0018
O  0.0013  -0.0004  -0.003
O  -0.0003  -0.0007  -0.0012
O  0  0.001  -0.0004
O  0.0004  0.0003  -0.0007
O  -0.0004  -0.0002  -0.0014
O  0.0027  -0.002  0.0037
O  -0.0004  -0.0014  -0.0003
O  0.0009  0.0011  0.0005
O  0.0004  -0.0006  -0.0002
O  -0.0044  -0.0022  0.0005
O  0.0004  0.0001  -0.0006
O  -0.0007  0.0004  0.0032
O  0.0007  -0.0005  -0.0011
O  -0.0015  -0.0073  0.0303
O  0.0006  0.0007  -0.0067
O  -0.0001  0.0003  -0.0005
O  -0.0005  -0.0007  -0.0001
O  0.0005  0.0011  -0.0018
O  -0.004  -0.0043  -0.0018
O  0.0001  0  -0.0004
O  -0.0015  0.0004  0
O  0.0009  -0.0015  -0.0003
O  0.0083  -0.0144  -0.0159

The program warned: the cutoff lies below the one the program advises for these potential files; the exchange-correlation potential is rough where the density is thin.
